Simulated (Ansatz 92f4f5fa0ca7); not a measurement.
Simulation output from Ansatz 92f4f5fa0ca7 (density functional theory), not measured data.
Periodic cell of 222 atoms, Si131O89B2, from a study of silicon, its oxide and their interface. The atomic structure is a simulated model.
Doubt: the cutoff is far below the 930 eV that the study's wrapper takes by default for these files, so forces and energies are approximate.

Settings: functional PBE; potential files Ansatz PAW; basis plane waves; wave-function cutoff 580 eV; density cutoff ratio 5; exchange-correlation grid ratio 1; k mesh 1 x 1 x 1, Gamma-centred; self-consistency stop 5e-08 eV per atom in the density residual; occupations fixed; spin none; net charge 0.

Cell vectors (angstrom)
a	10.938	0	0
b	0	10.938	0
c	0	0	32.1988

Atoms and the computed forces on them: element, x, y, z (angstrom), force x, y, z (eV/angstrom)
Si	10.5823	0.2231	24.9147	-0.0482	0.0804	0.2559
Si	5.6434	10.6214	24.7644	0.2184	0.2338	0.0494
Si	2.5701	2.9798	24.694	-0.1404	-0.1683	-0.0123
Si	8.3976	2.497	24.8949	0.0456	-0.0263	0.2265
Si	0.3384	5.2601	24.798	-0.184	-0.1497	-0.0192
B	5.6018	5.2938	24.9422	0.0965	-0.1459	-0.6276
B	2.4988	8.453	24.7975	-0.1334	0.0843	-0.5555
Si	7.8718	8.3395	24.765	0.2244	0.1848	0.0536
Si	1.3779	1.3937	26.0517	-0.0218	0.0235	-0.0311
Si	6.7779	1.2947	26.134	0.053	-0.042	0.0001
Si	4.1967	4.216	25.9578	-0.3032	-0.2258	0.0615
Si	9.6204	4.1291	26.1092	0.0315	-0.0386	-0.0189
Si	1.5172	6.9936	25.9162	-0.1184	-0.3015	0.0362
Si	6.6634	6.7006	25.9828	0.1438	0.3313	0.0316
Si	3.9373	9.4327	25.9138	0.385	0.05	-0.007
Si	9.4513	9.5076	26.1534	-0.0443	0.0535	-0.0233
Si	2.743	-0.0398	27.3529	-0.166	0.2067	0.0259
Si	8.1468	-0.0334	27.5278	0.0166	0.0212	0.1661
Si	0.0267	2.7418	27.4696	-0.0387	-0.0446	0.1376
Si	5.4233	2.7639	27.3917	0.1109	-0.1576	0.043
Si	2.805	5.5625	27.3652	-0.1632	-0.138	-0.1025
Si	8.1649	5.4967	27.382	0.1593	-0.1379	0.0404
Si	0.0323	8.1683	27.3724	-0.185	0.1347	0.0458
Si	5.3554	8.1328	27.3757	0.1315	0.1552	-0.1063
Si	4.0756	1.3581	28.7397	0.0572	0.0065	0.1194
Si	9.5777	1.3589	28.8287	-0.0312	0.007	-0.1214
Si	1.4147	4.1661	28.7477	-0.0881	-0.1169	-0.043
Si	6.838	4.0943	28.7528	-0.0382	0.0295	0.0957
Si	4.097	6.8286	28.8252	-0.0223	0.0098	0.1442
Si	9.5702	6.8306	28.7458	-0.0031	0.0129	0.1016
Si	1.3618	9.5712	28.742	0.0342	-0.0654	0.0958
Si	6.7381	9.5048	28.7885	0.1559	0.1008	-0.0979
Si	0.0119	-0.015	30.1519	-0.0005	0.017	0.0228
Si	5.4473	-0.0004	30.1421	-0.0207	0.0864	0.0102
Si	2.7324	2.7484	30.1281	-0.0358	-0.0414	-0.0158
Si	8.1985	2.7394	30.1481	0.0114	-0.0194	0.0404
Si	0.0054	5.471	30.1336	-0.0424	0.004	0
Si	5.48	5.4571	30.1492	0.0487	-0.0414	0.0329
Si	2.7195	8.2125	30.1438	-0.0267	0.0408	0.0536
Si	8.193	8.1959	30.1331	0.0566	0.0162	-0.0077
Si	1.3673	1.3673	31.515	0.0488	0.0841	-0.0938
Si	6.8362	1.3673	31.515	-0.035	-0.0191	-0.13
Si	4.1018	4.1018	31.515	0.0574	-0.1015	-0.0342
Si	9.5708	4.1018	31.515	0.0389	0.0461	-0.1032
Si	1.3673	6.8362	31.515	-0.0935	0.0784	-0.0834
Si	6.8362	6.8362	31.515	0.0935	-0.0841	0.0061
Si	4.1018	9.5708	31.515	-0.1775	0.0331	-0.0108
Si	9.5708	9.5708	31.515	-0.0861	-0.0667	-0.0824
Si	2.7345	0	0.6835	0.0861	-0.0118	0.1477
Si	8.2035	0	0.6835	-0.0374	0.0713	-0.1048
Si	0	2.7345	0.6835	-0.069	-0.0277	0.0891
Si	5.469	2.7345	0.6835	0.0682	-0.0637	0.0302
Si	2.7345	5.469	0.6835	-0.0393	0.1502	-0.1577
Si	8.2035	5.469	0.6835	0.0937	-0.0526	0.1261
Si	0	8.2035	0.6835	0.0638	-0.1501	-0.0055
Si	5.469	8.2035	0.6835	-0.0034	0.0552	0.0611
Si	4.123	1.3608	2.0594	0.0289	-0.0249	-0.0238
Si	9.5641	1.3559	2.0525	0.0071	0.0044	0.0163
Si	1.3706	4.1225	2.0353	-0.0516	0.0103	-0.02
Si	6.8473	4.0871	2.061	0.0277	-0.0502	-0.0128
Si	4.1043	6.8279	2.0532	0.0146	0.0069	0.0088
Si	9.5785	6.8371	2.0552	0.0133	-0.0127	-0.025
Si	1.3789	9.5505	2.0535	0.0321	-0.0195	-0.021
Si	6.8292	9.5928	2.0487	-0.0395	0.018	0.0009
Si	-0.0131	-0.0413	3.3858	0.0756	0.1164	0.0903
Si	5.494	0.0114	3.4786	-0.0623	-0.0058	-0.1001
Si	2.7783	2.7921	3.3569	-0.0652	-0.1468	0.1439
Si	8.185	2.6884	3.4534	0.0677	0.1006	-0.0647
Si	0.0237	5.479	3.4344	-0.0551	-0.0111	-0.0254
Si	5.4785	5.4621	3.4093	0.0343	0.0296	0.0368
Si	2.772	8.2063	3.4516	-0.0631	0.0066	-0.0765
Si	8.2028	8.2292	3.3763	0.0163	-0.0684	0.1047
Si	1.3947	1.388	4.6361	-0.0083	0.0111	-0.1017
Si	6.8448	1.3483	4.906	-0.0008	-0.0113	0.0837
Si	4.1549	4.0817	4.8064	0.0137	0.0331	-0.0329
Si	9.5751	4.082	4.7589	-0.0043	-0.0201	0.0236
Si	1.4136	6.8301	4.8173	0.0209	0.0163	0.032
Si	6.8257	6.8847	4.736	0.0055	0.0207	-0.0401
Si	4.1358	9.575	4.8448	0.0246	0.0205	0.0776
Si	9.5552	9.5487	4.793	-0.0211	-0.0183	-0.0362
Si	2.747	0.1057	6.0664	-0.0019	0.0383	-0.0383
Si	8.2072	-0.06	6.2642	0.0007	-0.0136	0.0295
Si	0.0291	2.6741	6.0439	0.0104	-0.0232	-0.0233
Si	5.4763	2.7246	6.2912	-0.0166	-0.0113	0.0214
Si	2.8166	5.4775	6.178	0.006	0.008	0.0231
Si	8.1765	5.4765	6.0472	0.0009	0.004	-0.03
Si	0.0143	8.1863	6.1541	-0.012	-0.0099	0.0134
Si	5.5277	8.2236	6.2388	0.0068	-0.0154	-0.0242
Si	3.8359	1.5742	7.6049	0.006	-0.0225	-0.0105
Si	9.8399	1.1389	7.4518	0.0026	0.0432	-0.0081
Si	1.6324	3.801	7.3109	-0.0482	-0.0093	-0.0206
Si	6.6503	4.4128	7.4824	0.0164	0.0339	0.0096
Si	4.405	6.6328	7.549	0.0084	0.008	-0.0148
Si	9.3695	6.9479	7.4079	-0.0147	-0.0109	-0.0207
Si	1.1408	9.9156	7.2988	0.0062	0.0109	0.0032
Si	7.1619	9.2305	7.6733	-0.0075	-0.0075	-0.0182
O	8.3123	8.0876	7.9109	0.0051	0.0122	0.0167
O	2.7168	2.7382	7.958	0.0257	-0.0146	0.003
O	9.5183	1.3854	24.4472	-0.0035	-0.0189	-0.1924
O	0.0291	0.0254	7.9597	0.0018	-0.0175	0.0018
O	5.5271	5.51	8.0332	-0.0059	-0.0146	0.0079
O	6.8	9.5211	24.2988	-0.0767	-0.0709	-0.1579
O	1.4151	4.1031	24.2722	0.0709	0.063	-0.1175
O	3.8602	7.386	8.9381	-0.0097	0.0044	0.021
O	0.8083	4.3748	8.5988	0.0012	0.0113	0.0282
O	9.8128	6.1754	8.8051	0.0096	-0.0031	0.0205
O	2.1107	9.3822	8.5099	-0.0106	0.0054	0.0063
O	7.5041	3.9246	8.8099	-0.0029	-0.0045	0.006
O	4.2695	0.9248	9.0726	0.0083	0.0057	0.0315
O	6.7396	9.5545	9.2322	0.0036	-0.002	0.0299
O	9.2078	1.8579	8.796	-0.0147	0.007	0.0318
O	7.7666	3.0833	23.4989	-0.2704	0.2298	-0.2275
O	10.5	5.8398	23.4695	0.0481	0.0938	-0.0883
O	5.1343	0.4561	23.4043	-0.0774	-0.0106	-0.1275
O	5.9244	5.0139	23.6326	0.0634	0.1094	0.5886
O	3.1311	2.2207	23.3191	0.0813	0.0635	-0.0943
O	2.1664	8.8542	23.5134	0.1301	0.0825	0.55
O	8.6131	7.7491	23.409	-0.0111	-0.0823	-0.1382
O	0.0781	10.4678	23.5076	0.2251	-0.2913	-0.2656
Si	4.4146	1.6004	22.4938	-0.1306	-0.1453	0.1125
Si	3.4885	7.9178	14.0455	-0.0051	0.0041	-0.0505
Si	7.1141	0.9565	14.6746	0.0031	0.0042	-0.044
Si	0.8908	9.415	22.5945	-0.431	0.1734	-0.1491
Si	1.1791	4.3042	11.8895	-0.0018	0.0019	-0.0365
Si	6.2617	8.9637	15.3321	0.0079	-0.0026	-0.0556
Si	0.6779	1.3617	12.3126	0	-0.0009	-0.0361
Si	8.6119	4.9708	20.5576	0.1366	0.0836	-0.0925
Si	0.3247	5.7091	9.3661	-0.0033	-0.005	-0.0369
Si	5.0947	3.1256	17.9498	-0.014	-0.0149	-0.0507
Si	0.8698	3.7348	16.7729	-0.0049	-0.0059	-0.0511
Si	10.3743	2.8306	19.2623	0.0009	0.0065	-0.0631
Si	5.2809	1.1804	10.3527	-0.0069	-0.0026	-0.0378
Si	0.8889	0.1721	19.8929	-0.011	0.0678	-0.1229
Si	6.648	9.4576	10.8708	-0.0053	0.01	-0.0416
Si	9.3438	9.6813	18.3487	-0.0203	-0.0065	-0.0628
Si	9.3902	9.2441	12.586	-0.0033	0.003	-0.0451
Si	6.5955	3.8524	22.6742	0.1751	-0.3376	-0.1516
Si	2.4402	8.0672	9.388	0.006	-0.0114	-0.0344
Si	10.5863	7.3643	17.0976	0.0002	0.0034	-0.0415
Si	2.5083	6.2846	16.5959	-0.016	0.0008	-0.0509
Si	10.176	4.4886	14.2013	0.0001	-0.0008	-0.0527
Si	6.1379	9.1947	18.5293	0.0131	0.0325	-0.0475
Si	7.9691	2.5701	9.5823	0.014	-0.0126	-0.045
Si	8.8793	2.1428	12.4595	0.0046	0.0053	-0.0345
Si	5.3391	6.2483	18.08	-0.0071	-0.0153	-0.0792
Si	3.9245	0.5716	19.4918	0.0315	0.0331	0.0064
Si	4.2763	3.8376	12.0549	0.0023	-0.0044	-0.0423
Si	5.5472	6.5991	12.1463	0.0018	0.0017	-0.0348
Si	8.0062	2.4915	17.2415	-0.0037	-0.0101	-0.0505
Si	4.3569	2.4814	14.9736	-0.0014	-0.0014	-0.0535
Si	1.5362	1.2092	15.2734	-0.0065	0.0018	-0.048
Si	1.5711	9.4059	12.0578	-0.0011	0.0015	-0.0348
Si	8.0503	6.8488	13.8828	0.0061	-0.0079	-0.0435
Si	10.3802	9.8339	15.5046	0.0033	0.0061	-0.0529
Si	9.8207	7.0207	22.5804	-0.12	-0.1465	0.1485
Si	8.1076	5.4784	17.4488	0.0191	-0.0043	-0.0622
O	6.0489	7.9563	11.2975	-0.0047	-0.0124	0.0198
O	6.0214	9.2153	16.9106	-0.0032	0.0014	0.0478
O	7.681	1.3626	13.2061	-0.0106	-0.0064	0.0283
O	0.8881	1.7433	13.8831	0.0062	-0.0025	0.0372
O	9.433	6.2396	16.9204	-0.0061	0.0033	0.0247
O	6.7653	6.1983	13.1441	0.009	0.0032	0.023
O	5.1291	4.6617	18.6195	0.0012	0.0131	0.0305
O	9.2119	2.1276	18.303	0.0184	-0.0027	0.0231
O	2.3668	0.1105	19.1164	-0.0414	-0.0151	0.0307
O	9.4224	10.2406	16.7893	-0.0113	-0.0027	0.0409
O	2.7872	4.4346	11.716	0.0037	-0.0012	0.0148
O	5.0655	10.3335	19.1234	-0.0023	-0.0124	0.0129
O	9.4219	3.2438	13.5001	0.0007	0.0092	0.0189
O	0.4357	1.7586	20.0008	0.0195	-0.0394	0.0333
O	3.1493	1.365	15.0764	0.0016	0.0005	0.0192
O	8.135	5.38	19.0661	-0.0193	-0.0148	0.073
O	3.8935	6.5972	17.4005	0.0213	0.0043	0.0332
O	4.5762	3.2871	16.391	0.0078	0.0084	0.0471
O	9.0632	5.6665	14.3357	0.0021	-0.0008	0.0125
O	5.4589	2.8085	22.1589	0.0744	0.1569	0.0578
O	10.6743	4.1404	15.6965	0.0125	-0.0061	0.0419
O	0.3117	3.848	18.3053	-0.0089	-0.0059	0.0378
O	10.4348	10.5015	19.2538	0.0562	0.0135	0.0722
O	9.6415	10.0239	14.0451	0.0061	0.0045	0.0416
O	10.9224	8.1382	22.1452	0.1504	0.0809	0.0345
O	1.1844	2.1533	16.5483	-0.0038	0.0097	0.0305
O	9.6793	3.7327	20.439	-0.0479	0.0135	0.0512
O	8.1423	4.0251	16.7239	-0.0062	0.0083	0.0254
O	-0.0421	9.0996	11.9212	-0.0042	0.0008	0.0156
O	6.573	2.4096	18.0196	-0.0067	0.0043	0.0202
O	5.582	10.714	11.1986	0.0007	-0.0022	0.0152
O	7.7505	9.5988	18.8594	-0.008	-0.0014	0.0143
O	10.0289	1.0209	12.0723	-0.0001	0.0008	0.0159
O	1.3143	6.953	9.0766	0.0001	0.002	0.0125
O	0.6214	4.7644	13.3584	-0.0091	0.0046	0.0294
O	5.7024	7.6311	18.9903	-0.0098	-0.0093	0.0435
O	5.2374	5.0839	11.5269	-0.001	0.0044	0.0154
O	2.7127	6.9651	15.1269	-0.0056	-0.0119	0.0381
O	0.9165	2.7366	11.4811	-0.0014	-0.002	0.0132
O	0.8649	10.6765	15.5585	-0.0044	-0.0062	0.0209
O	2.405	8.582	10.9239	-0.0041	0.0133	0.0265
O	4.6974	2.4299	11.276	-0.0053	0.0144	0.0222
O	4.2485	3.508	13.6847	-0.0003	-0.0097	0.0383
O	2.1888	4.6753	16.5273	0.0037	0.0072	0.0201
O	10.6884	8.2428	15.7145	0.0017	-0.0103	0.0283
O	6.9219	10.2886	14.6753	-0.0047	-0.0076	0.0244
O	2.3401	8.9396	13.439	0.0127	-0.0079	0.0288
O	8.0246	1.5211	15.9213	0.0044	0.014	0.0394
O	4.1333	6.992	12.8683	-0.0101	0.0087	0.0272
O	4.1661	2.0184	18.7315	-0.0041	-0.0035	0.0102
O	7.277	4.5306	21.3731	-0.167	0.0297	0.1376
O	8.4128	2.9203	11.1079	0.0059	-0.0017	0.0313
O	1.1804	6.8705	17.3728	0	0.0033	0.0215
O	5.6488	1.5735	14.763	-0.0052	0.0031	0.02
O	8.1311	9.7524	11.6012	0.013	-0.0022	0.023
O	9.2585	6.298	21.2406	-0.0119	0.003	-0.0343
O	8.9603	7.7129	12.8727	-0.0062	-0.0058	0.0212
O	1.6536	0.1133	11.8989	-0.0032	0.0012	0.0156
O	6.6489	6.1461	17.0817	-0.0103	0.006	0.0267
O	7.3908	7.799	15.0528	-0.0104	0.0127	0.0302
O	1.2509	10.2786	21.2607	0.074	-0.1401	0.1624
O	10.0269	8.1995	18.3723	-0.0012	0.0049	0.0329
O	3.9682	0.8849	21.102	0.0158	0.0157	-0.0175
O	0.3335	5.3214	10.9326	0.0022	-0.0071	0.0316
O	6.699	1.5677	9.6454	-0.0061	-0.0006	0.0145
O	4.7712	8.6976	14.7041	0.0105	0.0072	0.0258

Results
free energy: -134205.406 eV
free energy less fixed offsets of B -154.04, O -568.88, Si -635.61 eV per atom: -2.096 eV

The program warned: the cutoff lies below the one the program advises for these potential files; the forces do not sum to zero within the program's tolerance; the exchange-correlation potential is rough where the density is thin.
